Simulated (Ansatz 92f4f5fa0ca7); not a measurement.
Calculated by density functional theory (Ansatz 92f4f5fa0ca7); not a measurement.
Periodic cell of 190 atoms, Si106O84, from a study of silicon, its oxide and their interface. The atomic structure is a simulated model.

Settings: functional r2SCAN; potential files Ansatz norm-conserving; basis plane waves; wave-function cutoff 1300 eV; density cutoff ratio 4; exchange-correlation grid ratio 1; k mesh 2 x 2 x 1, shifted by 0.5 0.5 0.5 of a step; self-consistency stop 5e-10 eV per atom in the density residual; occupations Fermi-Dirac, 0.05 eV; spin none; net charge 0.

Cell vectors (angstrom)
a	10.7894	0.0252	-0.0202
b	0.0252	10.9569	0.0501
c	-0.0482	0.1197	26.7573

Atoms: element, x, y, z (angstrom)
Si	10.3733	0.4326	26.5602
Si	2.5402	3.0637	0.3518
Si	10.3498	5.8363	26.5331
Si	3.1257	7.8975	26.6115
Si	5.4856	11.047	26.7258
Si	7.4342	3.6361	26.4552
Si	5.2197	5.6855	0.2669
Si	7.6778	8.8319	26.6723
Si	1.28	1.3176	1.4077
Si	3.91	4.4018	1.6171
Si	1.1788	6.8397	1.0508
Si	4.0339	9.4974	1.2144
Si	6.6527	1.6753	1.0978
Si	9.2276	4.159	1.3111
Si	6.6132	7.1398	1.3681
Si	9.2049	9.8711	1.2365
Si	2.698	10.8673	2.5609
Si	0.0745	2.6865	2.6295
Si	2.593	5.8393	2.9153
Si	10.6525	8.5717	2.415
Si	7.8615	0.2579	2.5482
Si	5.2783	2.869	2.6304
Si	8.1184	5.7972	2.7796
Si	5.3209	8.4478	2.8236
Si	4.0533	1.4151	3.9891
Si	1.4338	4.1816	3.9819
Si	4.1624	6.8715	4.2345
Si	1.2631	9.5846	3.79
Si	9.4537	1.3956	3.8903
Si	6.6389	4.0463	4.2141
Si	9.7065	6.9904	3.9244
Si	6.7272	9.5768	4.2192
Si	0.1177	10.956	5.4099
Si	2.927	2.9027	5.5663
Si	10.789	5.4077	5.3251
Si	2.7855	8.2675	5.4162
Si	5.4	0.1405	5.4953
Si	8.2233	2.5918	5.4971
Si	5.4966	5.4845	5.5495
Si	8.4226	8.5034	5.3409
Si	1.4706	1.4025	6.6392
Si	4.213	4.1285	7.0349
Si	1.5995	6.9101	6.7437
Si	4.2883	9.4928	6.9658
Si	6.9556	1.229	6.7909
Si	9.4987	3.8113	6.7923
Si	7.1317	6.8873	6.7854
Si	9.6089	9.754	7.1773
Si	2.8857	10.9386	8.1618
Si	0.0341	2.5179	8.1923
Si	2.7557	5.498	8.3446
Si	0.3877	8.1429	8.382
Si	8.1556	0.1311	8.3691
Si	5.8763	2.7316	8.0078
Si	8.4811	5.4637	8.2876
Si	5.4965	8.0074	8.1387
Si	4.9154	1.6989	9.8243
Si	1.7571	3.7392	9.46
Si	4.1542	6.8014	9.5513
Si	1.6415	9.7766	9.7273
Si	9.4735	1.2514	9.6981
Si	7.0396	3.9719	9.4164
Si	9.6767	6.8356	9.7817
Si	6.8146	9.5295	9.483
Si	0.4141	10.991	11.253
Si	3.1357	3.5304	11.4742
Si	10.4436	5.1827	11.4607
Si	3.3144	8.5524	10.972
Si	5.5036	10.7863	11.1753
Si	8.2361	2.918	11.2104
Si	5.8105	5.4829	10.7908
Si	7.9658	8.0153	10.9474
Si	8.7395	5.8141	17.7555
Si	8.14	5.7402	14.7116
Si	7.4751	8.0332	19.1223
Si	5.1347	10.7854	23.8067
Si	9.1919	10.0883	20.3814
Si	9.2859	2.5545	24.4475
Si	7.6457	1.0363	22.2888
Si	4.0483	9.9981	15.3559
Si	0.4536	1.2659	16.29
Si	6.4316	9.7804	16.9187
Si	6.2282	3.7596	21.2325
Si	9.1992	9.6273	13.1468
Si	6.151	4.0962	18.2831
Si	0.696	10.3294	18.4039
Si	4.1561	7.9083	22.5841
Si	3.1815	3.6067	21.3206
Si	1.9592	6.026	22.6835
Si	2.5413	0.7178	22.6447
Si	0.4001	4.3231	16.8884
Si	4.1707	0.5239	17.9217
Si	10.3651	8.205	22.4782
Si	5.403	5.3845	13.7912
Si	2.3832	1.1587	13.6251
Si	9.5211	9.8402	16.0463
Si	2.821	7.5861	13.9752
Si	6.7581	3.2088	15.3642
Si	1.1268	3.8406	24.7027
Si	3.258	3.5536	18.2712
Si	6.9403	0.9419	13.3197
Si	1.2571	9.7919	24.6646
Si	8.9325	7.4707	24.0573
Si	3.0131	9.9919	20.333
Si	6.7513	6.544	21.8918
Si	0.2543	5.6552	14.0011
O	1.1289	0.7658	17.5877
O	2.5005	2.4863	22.2022
O	5.6181	9.7288	15.4571
O	3.6492	2.0725	17.4847
O	0.1046	4.8565	15.3667
O	3.9875	6.2553	14.066
O	6.0065	4.546	26.2944
O	6.7493	6.1781	14.0324
O	8.0427	9.5655	19.3852
O	6.4012	3.2985	19.6669
O	6.8617	7.3539	20.4786
O	1.8564	9.6416	19.2031
O	4.7602	3.7414	21.6864
O	2.4973	8.8098	25.3153
O	8.6967	0.3159	21.4215
O	1.4647	0.6614	12.4244
O	4.6025	4.4668	18.0241
O	8.7057	7.1223	18.6739
O	1.8898	5.126	24.1034
O	9.497	3.6892	11.9272
O	1.3399	6.9006	14.2685
O	2.8008	7.9501	12.5113
O	2.0265	10.9339	21.3669
O	6.6255	3.2489	16.9956
O	6.5677	6.9826	11.1562
O	4.1557	9.8063	11.3926
O	4.5818	2.7205	11.035
O	4.1551	11.0281	19.6071
O	10.2051	9.867	11.9033
O	9.6443	6.2295	25.0502
O	9.6619	8.9438	14.6201
O	8.0119	9.8325	16.4905
O	3.0009	7.0869	23.1292
O	2.1995	2.8487	25.6257
O	9.3803	6.0867	13.7829
O	10.6807	10.0685	25.585
O	8.4732	6.3336	16.129
O	7.0399	2.3914	21.8307
O	1.8782	0.2589	24.072
O	5.7217	0.1747	12.7398
O	7.0837	1.6248	14.8247
O	6.4833	0.2789	23.0652
O	2.6086	5.1536	21.5841
O	2.9137	2.5398	12.845
O	6.7766	5.0401	21.7116
O	9.8696	1.8908	25.8681
O	2.5257	3.4185	19.8083
O	0.697	9.2728	23.2457
O	10.7444	2.8245	16.5221
O	10.7359	3.0353	23.7642
O	4.8383	9.2105	23.3523
O	4.7168	0.5037	25.212
O	0.6889	4.9531	12.6784
O	1.7447	1.4783	15.1498
O	5.3565	4.9879	12.2892
O	10.0698	5.0225	17.9369
O	5.9062	0.198	17.7797
O	3.4513	10.4644	16.8556
O	8.5013	8.4714	25.3275
O	0.6281	4.6315	10.2672
O	7.7074	6.9057	23.1628
O	5.3368	3.927	14.5869
O	3.5897	1.0966	9.3314
O	5.2438	6.6078	22.466
O	3.5315	0.0941	14.1682
O	6.3135	8.5087	17.9791
O	7.9868	4.1992	14.783
O	7.3222	2.2571	12.3025
O	0.6339	6.7843	22.1958
O	3.6062	8.5424	21.0431
O	8.7586	1.4584	23.5873
O	3.3281	8.6678	14.9495
O	10.6436	9.581	17.1898
O	10.2818	10.6512	19.4313
O	1.9389	4.2705	17.4836
O	7.4409	5.0666	18.4024
O	6.4111	9.8591	26.2812
O	0.853	4.6156	26.1076
O	8.3217	3.6367	25.0801
O	10.1096	0.3878	15.6098
O	8.2712	10.9792	13.4326
O	8.3637	8.3674	12.542
O	9.6081	8.7517	21.2417
O	4.0946	0.4629	22.6467

Results
free energy: -51434.113 eV
free energy less fixed offsets of O -463.61, Si -117.95 eV per atom: 11.827 eV
pressure: -1.96 GPa
stress xx, yy, zz, yz, xz, xy (GPa, positive in tension): 0.72, 2, 3.15, -2.07, 1.55, -1.8

Forces (eV/angstrom), in the order of the atoms: element, x, y, z
Si	0.3895	1.0134	0.3187
Si	-1.0285	-0.4899	2.446
Si	0.8782	-2.736	-0.6682
Si	-1.1133	-0.3572	-0.0259
Si	-2.4757	1.0037	0.846
Si	-0.4144	0.3879	1.9721
Si	-0.407	0.2825	-0.3764
Si	-0.793	0.132	0.6557
Si	0.693	-0.4379	-2.2796
Si	-0.4562	0.5201	-0.296
Si	1.1004	2.2022	1.1091
Si	0.0114	1.0326	0.3196
Si	-0.5427	0.0981	-0.7125
Si	-0.3541	1.6991	-0.2428
Si	1.2772	-0.4401	0.2342
Si	-0.7711	1.0003	0.1699
Si	0.6499	0.4454	0.9524
Si	-1.2722	1.8978	0.6454
Si	-0.8308	-0.7341	-1.5206
Si	0.6869	-2.5816	-0.9191
Si	0.2398	-0.6635	0.9743
Si	0.733	-0.3586	0.4184
Si	-1.0553	-1.7823	-0.4522
Si	-0.0203	-1.1769	-0.026
Si	-0.4435	-0.3227	0.37
Si	0.0014	-0.7366	1.0019
Si	0.3481	0.8018	-0.4397
Si	1.2901	0.3906	2.6288
Si	-0.1043	-0.2566	1.0112
Si	1.6532	0.3304	-1.0099
Si	-0.8329	0.7341	0.6574
Si	0.2227	2.2165	-0.59
Si	-0.379	-0.2381	-0.0467
Si	-1.0781	-0.5013	-1.4962
Si	0.5418	0.4012	1.1792
Si	0.0806	1.4946	-0.3189
Si	0.0615	-1.5169	-0.3492
Si	-1.2216	0.222	-2.1771
Si	0.3419	0.1757	0.9557
Si	0.1589	-1.2727	1.5809
Si	0.1896	-0.5682	0.7527
Si	0.489	0.7539	-0.2309
Si	-1.5762	-1.8759	0.8572
Si	-1.1983	1.2206	-1.589
Si	0.108	0.0287	-0.694
Si	1.1789	3.0042	0.8019
Si	-0.3573	-0.1417	-0.2707
Si	0.7984	-1.0535	-1.8643
Si	0.0089	1.7262	1.2972
Si	1.1339	-0.4782	0.0427
Si	0.1278	-0.3044	-1.5769
Si	-0.947	1.025	0.4047
Si	-0.5616	-2.0548	-0.6113
Si	-1.3989	0.4604	0.2088
Si	-0.5762	-0.4189	-0.8019
Si	1.7229	0.243	0.2487
Si	2.1324	0.5657	1.8734
Si	-1.2663	-0.0133	0.5129
Si	0.5416	-0.4471	1.6597
Si	0.1992	-1.7777	-0.3126
Si	1.6513	2.2602	2.5477
Si	1.1927	2.064	1.8918
Si	-0.1089	0.096	0.7845
Si	0.06	-0.2391	1.5819
Si	0.4717	0.4283	0.7153
Si	1.5582	-2.2287	1.4667
Si	-1.1589	-3.5464	-2.973
Si	-2.5036	-1.6949	0.8027
Si	-0.6622	-1.193	-0.8494
Si	2.1838	-0.1988	-2.1931
Si	-0.162	2.3125	-0.0827
Si	-1.8473	-1.2975	0.4092
Si	-2.7082	1.113	-2.4427
Si	0.1135	1.2649	-1.4922
Si	-1.3836	2.3974	-0.3656
Si	-1.2692	-0.17	-1.5611
Si	-1.5587	0.5405	0.9909
Si	4.0984	0.7599	3.1676
Si	0.885	2.0042	4.5683
Si	-2.1816	2.1448	-0.1568
Si	1.5187	3.8005	-5.0949
Si	0.5455	1.5385	1.064
Si	1.3393	-8.5631	-2.409
Si	-1.5884	-0.8798	0.9208
Si	2.2638	-1.1846	-0.7598
Si	-2.2111	0.8675	-1.752
Si	3.458	2.0478	-2.6932
Si	-1.4971	1.6053	-0.0494
Si	-1.6124	-1.018	2.2271
Si	-0.5402	3.218	-0.6332
Si	0.0197	-1.7939	-0.7732
Si	2.123	-0.5224	-0.622
Si	5.534	-1.5135	3.2611
Si	-3.9129	0.4646	1.9892
Si	0.6827	1.9786	1.8942
Si	2.1677	0.9241	-2.0845
Si	0.6003	-6.7473	1.2859
Si	-0.8416	0.2838	-2.2974
Si	0.5665	-0.8497	0.9875
Si	-2.9861	-0.7003	-1.1877
Si	3.5034	3.5369	0.7413
Si	0.6685	-0.4355	0.2546
Si	0.0915	-1.267	3.559
Si	-0.1867	0.0495	1.0137
Si	-1.0855	3.8103	1.1662
Si	-0.831	3.4913	2.9009
O	0.5199	-2.3376	3.6237
O	-0.7606	-3.1987	2.0336
O	1.2998	-0.0641	1.8673
O	0.5383	-0.0398	2.718
O	1.369	0.2743	1.7373
O	0.3392	0.7483	0.4226
O	1.7022	-0.1804	-0.6574
O	0.6402	1.5579	0.9515
O	-0.4208	-0.9009	1.1283
O	-1.4411	0.6975	0.2492
O	0.2864	0.1605	0.3496
O	1.7117	-0.944	0.4653
O	-3.5057	-0.7071	-0.1959
O	-1.9251	1.3597	-0.6816
O	1.1639	-3.0112	-3.2195
O	-2.8929	-2.1617	-1.9593
O	-0.7572	0.2962	1.2035
O	0.5779	1.011	-0.2216
O	-0.5042	-0.0501	-3.1356
O	-0.2042	2.3852	-1.3093
O	-0.3423	-0.2548	0.3483
O	0.3151	2.078	-5.9891
O	1.0513	-1.1927	-0.7418
O	-0.2012	-0.8575	-1.8324
O	1.8734	-0.365	-0.4879
O	2.4108	1.9781	0.1551
O	-0.8819	1.6233	-0.2159
O	-2.4023	-0.9807	-0.7419
O	0.9843	0.9354	0.966
O	0.0192	1.0481	-0.4165
O	-0.0421	2.3279	0.4651
O	-1.1932	0.1126	0.6144
O	-1.1537	1.402	2.2555
O	-0.1519	-0.4676	-5.1218
O	3.1082	0.2247	-1.3365
O	2.614	1.1806	-0.5358
O	0.2721	0.067	4.5993
O	-1.0155	2.8678	-0.8358
O	0.2147	0.4617	-0.4648
O	-0.5769	-0.6814	-0.9912
O	-2.0831	1.9842	0.3861
O	0.7124	-1.3583	0.6633
O	0.8289	-2.5674	-1.5684
O	-0.272	0.1121	0.4263
O	4.355	0.4795	0.2497
O	0.166	-2.1147	0.3736
O	3.4781	-0.3712	-1.8221
O	-1.9161	-2.3219	-1.4306
O	-0.3297	-0.942	1.188
O	1.2022	2.3081	1.7556
O	-0.0043	-1.3862	0.943
O	1.171	-1.0306	-0.7422
O	1.0555	0.1084	0.5142
O	-1.9013	-0.4792	-0.604
O	0.2088	-0.7156	-3.3084
O	2.7347	-1.1967	-1.1287
O	-2.0299	-1.0183	-2.0824
O	1.6503	0.537	0.5154
O	-0.4981	-0.8604	-2.1363
O	-1.0646	0.3754	0.2572
O	0.1167	0.2156	-0.5545
O	2.6269	-0.5632	1.8228
O	-4.3522	-3.038	-3.4192
O	-1.0474	3.5481	-0.4058
O	0.2197	0.3543	-0.3375
O	0.7806	-1.0703	0.1612
O	-1.2957	-4.7091	1.7195
O	-1.4993	-2.01	1.702
O	-2.4803	1.9442	-0.0103
O	-0.0488	2.0461	0.4238
O	-3.4985	-3.2722	-4.0492
O	-0.5386	-0.0871	1.5808
O	0.5865	-1.8315	1.0921
O	1.676	1.055	0.0282
O	0.3821	-0.0699	0.0429
O	-0.3811	1.2166	-0.6392
O	2.8903	-2.0871	-1.2778
O	-3.5219	1.2638	1.4973
O	-1.6047	0.9312	-0.7501
O	-1.204	-0.292	-0.0536
O	1.6475	-2.2607	-0.6496
O	-0.8057	0.3803	-1.4649
O	-0.2109	1.0811	-1.5107
O	0.4843	0.5726	0.6138
